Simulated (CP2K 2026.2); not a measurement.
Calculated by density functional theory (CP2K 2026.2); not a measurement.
Periodic cell of 432 atoms, Si324O108, from a study of silicon, its oxide and their interface. The atomic structure is a simulated model.
Doubt: the forces sum to 1.24 eV/angstrom along one axis rather than to zero, so they err by at least 0.0029 eV/angstrom per atom on average; the grid cutoff is modest.

Settings: functional PBE; method Gaussian and plane waves; basis set DZVP-MOLOPT-SR-GTH; pseudopotentials GTH-PBE; grid cutoff 300 Ry, relative cutoff 40 Ry; k points Gamma only; occupations fixed; spin none; net charge 0.

Cell vectors (angstrom)
a	16.32	0	0
b	0	16.32	0
c	2.6619	5.3612	29.5119

Atoms and the computed forces on them: element, x, y, z (angstrom), force x, y, z (eV/angstrom)
Si	1.483	-1.466	0.331	-0.101	0.176	0.771
Si	4.352	1.078	0.149	-0.086	0.049	0.723
Si	1.095	4.387	0.145	0.078	-0.217	0.792
Si	3.615	7.06	0.013	0.264	-0.05	0.726
Si	1.435	-6.995	0.06	-0.042	0.224	0.68
Si	3.769	-3.594	-0.091	0.268	-0.421	0.651
Si	6.586	-1.081	0.067	0.136	-0.053	0.686
Si	9.323	1.676	0.104	0.059	-0.192	0.713
Si	7.049	3.808	0.155	-0.11	0.047	0.697
Si	9.225	6.824	0.048	0.255	-0.052	0.684
Si	7.164	9.232	-0.134	-0.35	0.183	0.697
Si	-6.491	-4.436	-0.092	-0.029	0.203	0.764
Si	-3.733	-1.498	0.038	-0.268	0.013	0.694
Si	-1.571	1.546	0.201	0.3	-0.158	0.738
Si	-3.789	3.786	0.208	-0.139	0.213	0.764
Si	-1.122	6.571	0.073	-0.2	0.135	0.755
Si	-4.35	-6.753	-0.173	0.269	-0.078	0.699
Si	-1.527	-3.681	0.109	-0.038	-0.285	0.675
Si	2.792	0.01	1.532	0.011	0.001	-0.04
Si	5.474	2.667	1.437	-0.001	-0.011	-0.057
Si	2.651	5.504	1.465	0.004	0.004	-0.074
Si	5.407	8.179	1.131	-0.006	0.001	-0.051
Si	2.723	-5.364	1.175	-0.023	0.007	-0.023
Si	5.422	-2.676	1.328	-0.014	0.011	-0.054
Si	8.169	0.056	1.363	-0.011	0.02	-0.031
Si	-5.452	2.754	1.476	0.003	-0.004	-0.053
Si	8.113	5.394	1.49	0.012	-0.02	-0.031
Si	-5.468	8.066	1.263	0.005	0.027	-0.046
Si	8.225	-5.508	1.259	0.012	-0.002	-0.056
Si	-5.384	-2.756	1.195	-0.004	-0.004	-0.045
Si	-2.687	-0.023	1.509	-0.012	0.013	-0.034
Si	0.022	2.74	1.428	-0.001	0.006	-0.042
Si	-2.671	5.429	1.423	0.024	-0.003	-0.076
Si	-0.018	8.133	1.433	0.025	-0.021	-0.043
Si	-2.732	-5.477	1.13	-0.025	0.015	-0.029
Si	-0.062	-2.649	1.589	-0.012	0	-0.031
Si	1.394	1.404	2.784	-0.017	-0.006	0.022
Si	4.076	4.089	2.708	-0.003	-0.013	0.011
Si	1.324	6.826	2.847	-0.005	-0.005	0.041
Si	4.101	9.575	2.561	-0.014	0.004	0.001
Si	1.372	-4.116	2.708	0.038	-0.016	0.031
Si	4.125	-1.392	2.831	0.017	-0.005	0.045
Si	6.84	1.355	2.817	0.007	-0.019	0.044
Si	9.543	4.118	2.833	-0.004	-0.004	0.029
Si	6.686	6.828	2.663	-0.007	0.013	0.006
Si	9.528	-6.868	2.674	0.008	0.005	0.03
Si	6.819	-4.113	2.586	0.012	0.015	0.006
Si	-6.77	-1.404	2.601	0.014	0.009	0
Si	-4.12	1.327	2.792	0.013	0.012	0.026
Si	-1.343	4.073	2.814	0.003	-0.008	0.047
Si	-4.081	6.802	2.69	-0.002	-0.005	0.004
Si	-1.416	-6.768	2.642	0	0.022	0.006
Si	-4.055	-4.118	2.611	0.009	-0.009	0.022
Si	-1.362	-1.299	2.928	0.007	0.01	0.028
Si	0.044	0.059	4.18	0.001	0.012	0.011
Si	2.742	2.757	4.123	0.006	0.01	0.001
Si	-0.01	5.441	4.176	0.001	-0.008	0.001
Si	2.756	8.233	4.04	0.01	-0.002	-0.006
Si	-0.017	-5.462	4.044	0.009	-0.01	-0.007
Si	2.718	-2.761	4.107	-0.008	0.028	-0.003
Si	5.481	-0.015	4.155	-0.009	0.017	0
Si	8.184	2.729	4.153	-0.015	-0.007	-0.004
Si	5.409	5.458	4.076	0.01	0.005	0.007
Si	8.118	-8.177	4.028	0.007	-0.008	-0.002
Si	5.453	-5.44	3.99	-0.02	-0.011	0.005
Si	8.171	-2.745	3.978	-0.013	0.002	-0.001
Si	-5.475	-0.066	4.081	-0.02	0	-0.006
Si	-2.735	2.707	4.128	0.006	0.008	-0.023
Si	-5.41	5.484	4.126	-0.005	-0.006	0.008
Si	-2.74	8.188	4.041	0.023	-0.013	-0.004
Si	-5.429	-5.459	4.009	0.004	-0.005	-0.028
Si	-2.756	-2.768	4.096	-0.01	-0.021	-0.024
Si	1.327	-1.35	16.268	0.009	-0.009	0.003
Si	4.081	1.376	16.357	-0.008	0.001	0.021
Si	1.349	4.034	16.303	-0.001	0.008	-0.02
Si	4.063	6.762	16.313	-0.018	0.008	0.013
Si	1.389	-6.757	16.272	-0.005	0.007	-0.01
Si	4.067	-4.115	16.296	-0.005	-0.007	-0.003
Si	6.804	-1.375	16.302	0.008	0.01	-0.004
Si	-6.753	1.383	16.366	0.038	-0.004	0.014
Si	6.825	4.074	16.379	-0.004	-0.008	-0.002
Si	-6.825	6.766	16.358	-0.011	0	-0.004
Si	6.782	-6.789	16.265	-0.01	0.008	0.008
Si	-6.777	-4.04	16.298	-0.004	-0.018	0.013
Si	-4.008	-1.307	16.317	0.021	-0.006	-0.016
Si	-1.362	1.363	16.391	0.012	-0.003	-0.001
Si	-4.084	4.061	16.346	0.002	-0.017	0.016
Si	-1.362	6.834	16.294	-0.018	0	0.009
Si	-4.129	9.475	16.284	-0.002	0.001	-0.009
Si	-1.384	-4.072	16.281	0.016	0.014	0.016
Si	2.631	0.025	17.644	-0.018	0.027	-0.052
Si	5.482	2.702	17.746	0.003	-0.004	-0.013
Si	2.702	5.358	17.66	0.031	0.013	-0.018
Si	5.415	8.173	17.615	0.005	0.017	-0.04
Si	2.715	-5.438	17.708	-0.003	-0.009	-0.013
Si	5.428	-2.758	17.624	0.017	-0.004	-0.017
Si	8.198	-0.036	17.644	-0.006	-0.003	-0.017
Si	-5.384	2.713	17.8	0.013	0.002	-0.033
Si	8.179	5.411	17.785	-0.007	-0.029	-0.002
Si	-5.483	8.141	17.698	0.014	0.014	-0.016
Si	8.133	-5.399	17.599	-0.006	-0.002	-0.054
Si	-5.348	-2.683	17.625	-0.002	-0.019	-0.039
Si	-2.7	0.014	17.797	-0.032	-0.017	0.014
Si	0.021	2.722	17.74	0.004	-0.007	-0.011
Si	-2.736	5.482	17.64	-0.005	0.008	-0.03
Si	0.033	-8.099	17.599	-0.012	0.003	-0.032
Si	-2.774	-5.466	17.581	-0.011	0.002	-0.045
Si	-0.019	-2.709	17.629	-0.003	0.002	-0.038
Si	1.287	1.309	19.158	0	-0.02	0.063
Si	4.036	4.015	19.094	-0.013	-0.02	0.018
Si	1.416	6.86	18.919	0.043	0.009	0.039
Si	4.106	-6.796	19.048	0.019	-0.005	0.048
Si	1.295	-4.076	19.01	-0.014	0.003	0.051
Si	3.979	-1.43	18.871	-0.03	-0.013	0.034
Si	6.853	1.253	19.059	-0.019	-0.006	0.019
Si	-6.802	4.024	19.197	0.002	-0.006	0.06
Si	6.738	6.821	19.005	-0.015	0.003	0.057
Si	-6.876	9.542	18.968	-0.024	0.006	0.085
Si	6.827	-4.026	19.014	0.002	-0.007	0.039
Si	9.67	-1.291	18.974	0.017	0.048	0.042
Si	-3.964	1.407	19.245	-0.024	0.028	0.061
Si	-1.269	4.227	18.987	-0.006	0.007	0.046
Si	-4.169	6.74	19.055	-0.009	-0.004	0.05
Si	-1.407	-6.791	18.92	0.022	0.01	0.041
Si	-4.08	-4.121	18.982	0	0	0.059
Si	-1.328	-1.4	19.091	0.008	-0.022	0.063
Si	0.189	-0.297	20.54	-0.232	0.198	-0.692
Si	3.009	2.297	20.399	-0.308	0.353	-0.689
Si	-0.172	5.884	20.287	0.155	-0.276	-0.724
Si	2.98	7.89	20.321	-0.07	0.265	-0.752
Si	-0.298	-5.251	20.273	0.159	-0.085	-0.729
Si	2.438	-2.481	20.287	0.034	-0.184	-0.758
Si	5.219	-0.011	20.182	0.266	-0.079	-0.674
Si	8.387	2.364	20.461	-0.111	0.136	-0.683
Si	5.169	5.665	20.306	0.062	-0.146	-0.692
Si	7.837	8.443	20.281	0.137	-0.095	-0.75
Si	5.692	-5.61	20.317	-0.182	0.138	-0.734
Si	8.493	-2.851	20.207	-0.204	0.037	-0.735
Si	-5.604	0.228	20.5	0.219	-0.085	-0.741
Si	-2.733	3.136	20.392	0.085	-0.349	-0.68
Si	-5.187	5.142	20.52	-0.307	0.239	-0.72
Si	-2.554	-8.376	20.191	-0.129	0.149	-0.72
Si	-5.747	-5.184	20.248	0.131	-0.11	-0.74
Si	-2.48	-3.039	20.302	-0.108	0.141	-0.765
Si	1.567	-6.617	22.413	0.014	-0.01	-0.167
Si	-1.552	3.316	23.311	-0.015	0.06	-0.123
Si	0.556	5.584	23.341	-0.119	0.123	0.027
Si	-5.461	-6.061	23.186	0.058	0.008	-0.091
Si	-1.95	-6.556	-4.089	0.094	0.098	0.03
Si	0.216	0.348	-1.94	0.036	0.116	0.138
Si	-5.536	-0.104	-1.997	0.016	0.034	0.06
Si	3.774	-4.352	22.423	0.026	-0.041	-0.183
Si	-3.839	-1.334	22.625	-0.003	0.043	-0.141
Si	6.322	-7.142	-2.992	0.177	0.063	0.027
Si	-7.734	-2.401	-2.029	-0.156	0.009	0.111
Si	-7.671	8.043	23.203	0.072	-0.001	-0.195
Si	0.436	-0.617	-4.736	0.048	0.005	0.019
Si	-2.953	7.602	-2.29	-0.064	-0.026	0.187
Si	-1.233	0.305	23.39	0.081	-0.062	-0.207
Si	-3.017	-7.86	23.151	-0.102	-0.036	0.015
Si	0.836	-5.727	-4.705	-0.063	0.015	-0.002
Si	-2.963	3.124	-5.127	-0.024	-0.144	0.036
Si	6.419	4.48	-2.752	0.026	0.011	0.091
Si	4.453	6.767	-2.785	0.01	-0.095	-0.03
Si	6.385	3.736	22.48	-0.045	0.02	-0.114
Si	-6.059	5.451	23.586	0.09	-0.04	-0.179
Si	2.636	8.065	-4.985	0.008	0.079	0
Si	-6.939	5.586	-2.85	-0.151	0.009	0.188
Si	-0.206	-5.312	-2.064	-0.021	-0.04	0.063
Si	-7.826	7.631	-4.777	0.011	-0.035	-0.084
Si	4.269	-2.849	-3.064	-0.067	-0.068	0.149
Si	2.457	2.554	-1.951	-0.038	-0.072	0.161
Si	3.694	2.27	23.197	-0.067	0.052	-0.07
Si	-5.925	0.239	-4.973	0.045	0.011	0.021
Si	4.49	2.455	-3.956	-0.004	0.02	0.037
Si	6.881	-1.387	22.428	-0.054	-0.032	-0.047
Si	5.229	-4.847	-4.889	0.015	0.018	0.04
Si	3.414	-0.407	-4.324	-0.051	-0.047	0.006
Si	6.867	-2.483	-4.458	-0.043	0.033	0.046
Si	-4.179	4.695	-2.772	0.199	0.02	-0.064
Si	1.385	-1.369	5.471	0.018	-0.006	0.013
Si	4.096	1.367	5.464	0.004	-0.002	0.008
Si	1.376	4.093	5.497	-0.019	0	0.011
Si	4.069	6.835	5.427	-0.022	-0.001	0.01
Si	1.359	9.529	5.421	0.002	-0.002	0.005
Si	4.107	-4.111	5.42	-0.004	-0.006	0.005
Si	6.851	-1.404	5.435	0.008	-0.006	-0.001
Si	9.526	1.325	5.465	0.01	0.001	0.007
Si	6.789	4.106	5.448	0.002	0	0.012
Si	-6.826	6.822	5.431	-0.007	0.012	0.01
Si	6.793	-6.793	5.391	-0.008	-0.005	0.009
Si	-6.798	-4.095	5.371	-0.002	0.004	-0.007
Si	-4.109	-1.401	5.45	0.013	-0.002	0.008
Si	-1.36	1.384	5.504	0.004	0.013	0.01
Si	-4.075	4.091	5.472	0.001	-0.004	0.017
Si	-1.392	6.833	5.449	-0.013	0	0.005
Si	-4.09	-6.791	5.417	-0.001	0.011	0.01
Si	-1.357	-4.099	5.431	0.012	0.007	0.009
Si	2.741	-0.002	6.822	-0.009	0.002	0.002
Si	5.445	2.735	6.816	-0.001	0.003	0.001
Si	2.73	5.474	6.82	-0.002	0	0.007
Si	5.448	-8.147	6.782	0.004	-0.001	-0.002
Si	2.724	-5.442	6.788	0	0	-0.004
Si	5.463	-2.744	6.785	-0.001	0.007	0.001
Si	8.167	-0.027	6.82	-0.001	-0.012	-0.003
Si	-5.435	2.707	6.808	0.002	-0.003	0.004
Si	-8.161	5.45	6.804	0.001	-0.003	0
Si	-5.456	-8.14	6.786	-0.01	-0.002	0
Si	-8.161	-5.438	6.757	-0.001	0.002	0.003
Si	10.851	-2.751	6.796	-0.003	0.006	-0.006
Si	-2.733	-0.021	6.801	0.002	-0.005	-0.001
Si	0.007	2.738	6.849	0.005	0.005	0.006
Si	-2.725	5.461	6.823	0	0.003	0
Si	0.003	8.169	6.795	0.007	-0.001	-0.005
Si	-2.721	-5.452	6.792	0.003	-0.01	-0.002
Si	-0.006	-2.727	6.799	-0.002	0	0.001
Si	1.371	1.357	8.178	-0.008	-0.004	-0.002
Si	4.084	4.094	8.171	0.002	0.003	-0.008
Si	1.352	6.812	8.172	-0.006	-0.005	0.004
Si	4.08	-6.802	8.151	-0.017	-0.011	-0.002
Si	1.366	-4.081	8.152	0.012	0.006	-0.004
Si	4.11	-1.371	8.155	0.006	0.003	-0.001
Si	6.804	1.355	8.162	-0.001	-0.001	-0.003
Si	-6.803	4.075	8.156	-0.015	-0.006	-0.006
Si	6.799	6.811	8.156	0.005	0.006	-0.003
Si	-6.809	-6.785	8.146	0.005	-0.003	-0.001
Si	6.813	-4.093	8.153	0	0.006	-0.007
Si	9.522	-1.38	8.176	-0.005	0.002	0.002
Si	-4.077	1.35	8.167	0.004	0.007	-0.005
Si	-1.359	4.105	8.184	0.01	0.006	0.005
Si	-4.102	6.815	8.161	-0.001	-0.005	-0.007
Si	-1.361	-6.801	8.159	-0.001	0.002	-0.006
Si	-4.087	-4.094	8.151	0.008	0.006	0.003
Si	-1.364	-1.367	8.16	-0.004	-0.009	0.001
Si	-0.001	-0.002	9.519	0.006	0.004	0
Si	2.728	2.725	9.533	-0.002	0.008	0
Si	0.003	5.453	9.543	-0.001	0.006	0.005
Si	2.722	-8.155	9.521	0.001	-0.007	0.001
Si	0	-5.438	9.513	-0.002	-0.003	0
Si	2.732	-2.722	9.508	-0.011	0.007	0
Si	5.448	-0.001	9.527	0	0	-0.001
Si	-8.156	2.716	9.521	0.009	-0.003	0
Si	5.448	5.445	9.524	-0.005	-0.004	0.001
Si	-8.158	-8.154	9.511	-0.004	0.004	0.002
Si	5.442	-5.445	9.511	0.004	-0.006	-0.002
Si	8.157	-2.73	9.53	-0.006	0.003	0.001
Si	-5.442	-0.006	9.525	-0.001	-0.012	0.002
Si	-2.719	2.722	9.52	0.005	-0.002	-0.001
Si	-5.448	5.44	9.518	0.005	0.002	-0.004
Si	-2.726	-8.159	9.521	0.007	-0.004	-0.003
Si	-5.445	-5.442	9.521	-0.007	0.001	-0.003
Si	-2.729	-2.725	9.51	0	0.005	-0.001
Si	1.372	-1.357	10.864	0.003	-0.008	-0.002
Si	4.089	1.36	10.892	0.002	-0.008	-0.002
Si	1.365	4.083	10.892	-0.008	0.004	0.004
Si	4.079	-9.524	10.879	-0.007	0.008	-0.001
Si	1.354	-6.8	10.875	0.005	0	0.001
Si	4.086	-4.081	10.873	0.001	0	-0.002
Si	6.809	-1.355	10.889	0	-0.002	0.002
Si	-6.798	1.361	10.887	-0.003	0.009	0.002
Si	-9.515	4.077	10.881	-0.001	-0.002	-0.003
Si	-6.805	-9.519	10.876	-0.01	-0.002	-0.002
Si	-9.523	-6.806	10.873	0.003	-0.007	-0.002
Si	9.519	-4.084	10.889	0.004	0.006	0.005
Si	-4.082	-1.364	10.877	0.01	0.007	0.001
Si	-1.355	1.366	10.877	0.001	-0.002	0.002
Si	-4.086	4.078	10.877	0.001	0	-0.004
Si	-1.373	6.802	10.893	0.004	-0.007	0
Si	-4.085	-6.801	10.883	0	0	0.002
Si	-1.361	-4.075	10.869	-0.006	0.006	0
Si	2.719	-0.003	12.242	-0.012	-0.002	0.003
Si	5.456	2.716	12.253	0.005	0.012	0.006
Si	2.728	5.439	12.252	0.015	0.003	0.004
Si	5.446	-8.174	12.232	-0.005	-0.002	-0.003
Si	2.717	-5.443	12.226	-0.008	-0.004	0.005
Si	5.441	-2.714	12.236	-0.001	0.006	0.002
Si	8.164	0.01	12.256	0.004	-0.004	0.004
Si	-5.439	2.724	12.249	0.004	-0.003	0
Si	-8.158	5.436	12.241	0.007	0.007	0.007
Si	-5.443	-8.169	12.241	0.008	-0.001	0.006
Si	-8.167	-5.451	12.237	-0.012	-0.011	-0.003
Si	10.877	-2.715	12.244	-0.008	-0.007	0.003
Si	-2.726	0.009	12.224	-0.003	-0.008	0
Si	0.002	2.722	12.247	0	-0.003	0.01
Si	-2.729	5.427	12.246	-0.004	-0.004	0.001
Si	-0.006	8.16	12.242	-0.009	-0.002	-0.001
Si	-2.723	-5.428	12.232	0.015	0.013	0.002
Si	0.006	-2.708	12.217	0.01	0.012	-0.004
Si	1.361	1.36	13.604	0.003	0	0.003
Si	4.098	4.079	13.608	-0.006	0.005	-0.001
Si	1.348	6.789	13.603	-0.009	0.004	0
Si	4.071	-6.823	13.572	0.003	0.001	-0.006
Si	1.363	-4.065	13.574	-0.004	0	0.003
Si	4.085	-1.356	13.604	0.006	-0.005	0
Si	6.813	1.367	13.635	0	-0.001	0.003
Si	-6.802	4.081	13.61	0.002	-0.002	0.001
Si	6.8	-9.534	13.603	-0.006	0.001	0.002
Si	-6.812	-6.815	13.597	-0.006	-0.001	0.002
Si	6.798	-4.08	13.586	-0.002	-0.003	-0.003
Si	9.536	-1.34	13.61	0.003	0.003	0.004
Si	-4.068	1.367	13.603	0.006	-0.007	0.002
Si	-1.37	4.067	13.613	-0.003	-0.002	0
Si	-4.094	6.78	13.605	-0.001	-0.004	-0.001
Si	-1.364	9.534	13.588	-0.004	0	-0.004
Si	-4.083	-4.073	13.6	0.005	0.006	0.001
Si	-1.356	-1.342	13.567	0.004	0.004	0
Si	-0.033	0.021	14.955	-0.009	0.003	-0.002
Si	2.739	2.712	14.956	0.01	-0.012	-0.014
Si	-0.014	5.426	14.968	-0.002	-0.008	-0.006
Si	2.719	8.143	14.949	0.011	-0.001	-0.004
Si	0.003	-5.414	14.932	-0.007	0.007	-0.008
Si	2.718	-2.719	14.952	0	0.001	-0.006
Si	5.433	0.007	14.981	-0.008	0.001	-0.004
Si	8.186	2.726	15.001	-0.003	0.01	0.001
Si	5.464	5.423	14.984	0.002	-0.009	-0.002
Si	8.158	-8.184	14.967	0.008	0.002	-0.008
Si	5.417	-5.451	14.914	0.008	-0.004	-0.013
Si	8.165	-2.714	14.935	-0.002	-0.011	-0.008
Si	-5.416	0.024	14.979	-0.008	-0.006	-0.009
Si	-2.718	2.707	14.994	-0.004	-0.007	-0.009
Si	-5.45	5.424	14.989	0.018	0.015	-0.006
Si	-2.73	8.162	14.928	0.015	0.005	-0.019
Si	-5.457	-5.443	14.945	0.004	0.011	-0.015
Si	-2.707	-2.69	14.929	-0.004	-0.003	-0.014
O	-6.727	5.963	-1.286	0.126	-0.555	-0.067
O	2.218	-7.883	21.65	-0.012	-0.064	0.453
O	5.902	4.995	21.592	0.404	0.298	0.158
O	6.344	4.514	-1.133	-0.458	0.3	0.282
O	1.375	-1.38	20.881	0	0.003	0.295
O	3.25	-1.585	-3.191	-0.448	0.076	0.102
O	7.341	-1.807	-1.181	-0.223	-0.213	-0.332
O	-3.898	-7.64	-1.489	-0.219	0.148	-0.235
O	6.43	-2.564	23.426	0.54	-0.237	-0.018
O	2.656	2.609	21.974	-0.528	0.351	0.227
O	-6.777	1.295	20.96	-0.075	-0.092	0.29
O	-4.187	-0.601	-1.255	0.233	0.27	-0.521
O	-0.023	5.451	-0.399	-0.122	0.086	-0.175
O	4.281	-3.653	-1.652	0.508	-0.337	-0.376
O	-0.525	-4.053	-1.125	0.173	0.34	-0.119
O	6.784	-6.731	20.798	-0.089	-0.047	0.509
O	-6.84	6.979	-3.677	0.271	0.169	-0.001
O	-6.221	1.133	-1.22	0.222	0.312	-0.193
O	2.514	-2.578	-0.244	-0.129	-0.166	-0.548
O	2.116	5.466	23.726	0.397	0.441	-0.51
O	3.891	6.236	-1.368	-0.244	-0.505	-0.125
O	-1.387	6.905	20.663	-0.195	0.269	0.225
O	-2.622	-2.6	-0.467	0.063	-0.172	-0.387
O	-2.712	2.632	-0.169	-0.168	-0.125	-0.415
O	-5.644	5.584	22.022	0.032	0.151	0.163
O	0.347	-6.008	21.553	-0.289	-0.12	0.294
O	3.604	1.823	-1.08	0.202	-0.077	-0.37
O	-8.128	2.758	-0.402	0.151	-0.034	-0.213
O	0.83	-0.737	-0.944	-0.135	0.106	-0.007
O	6.512	-3.897	-5.158	0.43	-0.393	-0.527
O	-3.979	4.092	20.82	-0.092	-0.139	0.382
O	7.323	-7.938	-3.966	0.124	-0.225	-0.11
O	5.71	-2.173	-3.369	0.117	0.489	0.246
O	-7.23	-3.803	-1.402	0.027	-0.138	-0.279
O	1.815	3.799	-1.18	-0.068	0.056	-0.471
O	0.553	-6.463	-1.212	-0.434	-0.32	-0.065
O	-0.43	0.221	21.967	-0.06	0.172	0.108
O	-1.391	-4.155	20.825	0.039	-0.145	0.59
O	-6.809	-4.026	20.716	-0.162	-0.001	0.589
O	4.03	-3.955	-4.237	-0.285	0.029	-0.266
O	-5.659	-4.59	23.839	-0.354	0.117	-0.18
O	4.285	0.845	-3.79	0.261	0.006	0.492
O	-1.827	2.975	21.743	0.124	-0.421	0.183
O	-7.524	0.192	-4.847	-0.141	0.126	0.352
O	-6.701	4.004	23.901	-0.401	-0.29	-0.411
O	-1.368	1.832	23.936	0.014	-0.043	0.709
O	0.528	5.641	21.728	0.255	0.014	0.03
O	1.922	0.039	-4.785	0.056	0.385	-0.493
O	-1.563	-7.286	23.533	0.016	0.504	-0.206
O	2.545	-8.093	-0.444	0.054	0.136	-0.428
O	7.971	4.808	-3.134	0.053	-0.508	-0.344
O	-4.458	-2.192	23.838	-0.069	0.093	0.232
O	-2.993	6.916	23.643	0.155	-0.157	-0.308
O	6.919	-6.468	-1.637	0.157	0.554	-0.407
O	4.068	6.77	20.826	-0.186	0.096	0.674
O	5.262	8.11	-2.434	-0.206	0.133	0.509
O	-6.798	-6.937	23.427	-0.087	0.346	0.249
O	-0.22	-0.408	-3.282	-0.361	-0.364	-0.137
O	-1.633	-5.798	-2.677	-0.324	-0.005	0.29
O	3.714	0.706	23.618	0.085	-0.194	-0.308
O	-2.793	4.206	23.854	-0.405	-0.166	0.024
O	3.276	7.193	-3.795	-0.106	-0.021	0.286
O	2.02	-6.818	-4.564	0.301	0.216	0.246
O	5.072	-4.949	21.668	0.042	0.077	0.352
O	-4.21	-6.937	23.745	0.068	0.043	0.349
O	-3.255	3.634	-3.602	0.444	-0.399	0.323
O	1.301	1.488	-2.289	0.19	0.004	-0.585
O	4.159	-3.818	23.88	-0.561	-0.256	0.563
O	-1.077	1.001	-1.249	-0.31	0.01	-0.457
O	-3.109	-5.876	-4.973	0.028	-0.237	0.024
O	-0.246	4.208	23.678	0.417	-0.178	0.6
O	-5.702	4.655	-3.316	-0.283	-0.397	-0.485
O	-3.206	-7.797	21.554	-0.549	0.478	0.153
O	0.748	-4.911	-3.303	0.453	0.467	-0.026
O	5.443	5.627	-3.368	-0.062	-0.009	-0.546
O	-4.995	-0.501	21.837	-0.279	0.177	0.46
O	-5.187	-5.843	21.613	0.254	-0.312	0.06
O	7.239	-8.105	23.986	-0.501	0.36	-0.34
O	6.843	4.326	23.906	0.73	0.179	-0.112
O	7.441	-0.114	23.227	0.169	0.104	0.047
O	-3.16	-2.393	21.621	0.064	-0.23	0.207
O	-8.136	7.987	-0.435	0.182	-0.057	-0.544
O	-8.103	-2.617	-3.583	0.309	-0.35	-0.407
O	1.026	-7.088	23.85	0.373	0.138	0.532
O	-3.662	6.236	-2.784	-0.243	-0.005	-0.17
O	-4.298	4.283	-1.23	-0.21	0.185	-0.054
O	-2.407	-8.041	-3.655	-0.069	-0.235	-0.642
O	2.681	-5.496	22.61	-0.122	-0.173	-0.008
O	-5.423	-5.58	-0.626	0.157	0.241	-0.6
O	-2.715	-0.312	23.177	-0.177	0.038	-0.064
O	-7.012	6.718	23.852	-0.038	-0.145	0.683
O	-0.564	-6.531	-4.934	0.057	-0.295	-0.555
O	5.674	-0.854	21.503	-0.386	-0.126	0.107
O	5.598	-6.003	-3.843	-0.139	0.016	0.046
O	-1.742	7.23	-1.279	0.146	-0.096	-0.33
O	3.177	3.124	-3.282	-0.332	0.466	-0.4
O	-0.083	6.879	24.123	-0.186	-0.143	0.318
O	4.135	1.127	20.601	-0.026	-0.127	0.059
O	8.042	-2.024	21.528	0.198	0.191	0.261
O	5.178	2.694	22.71	0.176	-0.437	-0.196
O	-6.528	-1.357	-1.956	0.196	-0.029	0.392
O	5.856	3.035	-3.256	0.446	-0.34	0.286
O	-5.238	0.362	-3.513	0.737	0.261	0.025
O	7.624	2.982	21.769	0.122	-0.173	0.329
O	0.559	-2.196	-5.059	-0.482	-0.265	0.245
O	3.179	-3.121	21.577	0.304	0.088	0.261
O	-7.86	7.773	21.626	0.259	-0.481	0.073
O	5.442	-0.006	-0.457	-0.056	0.103	-0.472

Results
total energy: -82022.399 eV
total energy less fixed offsets of O -438.25, Si -107.07 eV per atom: -0.719 eV
